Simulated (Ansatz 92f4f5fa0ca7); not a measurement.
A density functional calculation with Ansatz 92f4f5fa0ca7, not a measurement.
Periodic cell of 216 atoms, Si132O76H8, from a study of silicon, its oxide and their interface. The atomic structure is a simulated model.

Settings
functional: r2SCAN
potential files: Ansatz PAW
basis: plane waves
wave-function cutoff: 800 eV
density cutoff ratio: 5
exchange-correlation grid ratio: 1
k mesh: 1 x 1 x 1, Gamma-centred
self-consistency stop: 5e-08 eV per atom in the density residual
occupations: fixed
spin: none
net charge: 0

Cell vectors (angstrom)
a 10.938 0 0
b 0 10.938 0
c 0 0 31.5529

Atoms: element, x, y, z (angstrom)
Si 10.3795 0.4573 24.2207
Si 6.0503 10.5284 24.1956
Si 2.1743 3.1586 24.2477
Si 8.7169 2.2173 24.2437
Si 0.5166 4.9301 24.2023
Si 4.7384 5.6716 23.9362
Si 3.3447 7.7207 24.0877
Si 7.6318 8.6713 24.1225
Si 1.2591 1.3549 25.437
Si 6.925 1.3244 25.4969
Si 3.974 4.0799 25.4648
Si 9.6498 4.0329 25.4298
Si 1.4508 6.8186 25.2949
Si 6.7005 6.7403 25.1844
Si 4.2082 9.5245 25.3646
Si 9.4608 9.5534 25.3903
Si 2.7474 -0.0304 26.7006
Si 8.2266 -0.0307 26.87
Si 0.004 2.7194 26.8682
Si 5.4696 2.7304 26.7421
Si 2.7146 5.5085 26.8261
Si 8.1815 5.4662 26.6571
Si 0.012 8.1879 26.6777
Si 5.5061 8.1456 26.7675
Si 4.1018 1.3673 28.1347
Si 9.5708 1.3673 28.1347
Si 1.3673 4.1018 28.1347
Si 6.8362 4.1018 28.1347
Si 4.1018 6.8362 28.1347
Si 9.5708 6.8362 28.1347
Si 1.3673 9.5708 28.1347
Si 6.8362 9.5708 28.1347
Si 0 0 29.5019
Si 5.469 0 29.5019
Si 2.7345 2.7345 29.5019
Si 8.2035 2.7345 29.5019
Si 0 5.469 29.5019
Si 5.469 5.469 29.5019
Si 2.7345 8.2035 29.5019
Si 8.2035 8.2035 29.5019
Si 1.3673 1.3673 30.8692
Si 6.8362 1.3673 30.8692
Si 4.1018 4.1018 30.8692
Si 9.5708 4.1018 30.8692
Si 1.3673 6.8362 30.8692
Si 6.8362 6.8362 30.8692
Si 4.1018 9.5708 30.8692
Si 9.5708 9.5708 30.8692
Si 2.7345 0 0.6835
Si 8.2035 0 0.6835
Si 0 2.7345 0.6835
Si 5.469 2.7345 0.6835
Si 2.7345 5.469 0.6835
Si 8.2035 5.469 0.6835
Si 0 8.2035 0.6835
Si 5.469 8.2035 0.6835
Si 4.1018 1.3673 2.0507
Si 9.5708 1.3673 2.0507
Si 1.3673 4.1018 2.0507
Si 6.8362 4.1018 2.0507
Si 4.1018 6.8362 2.0507
Si 9.5708 6.8362 2.0507
Si 1.3673 9.5708 2.0507
Si 6.8362 9.5708 2.0507
Si 0 0 3.418
Si 5.469 0 3.418
Si 2.7345 2.7345 3.418
Si 8.2035 2.7345 3.418
Si 0 5.469 3.418
Si 5.469 5.469 3.418
Si 2.7345 8.2035 3.418
Si 8.2035 8.2035 3.418
Si 1.3525 1.3758 4.8559
Si 6.8189 1.3564 4.7344
Si 4.1108 4.1151 4.8332
Si 9.593 4.1102 4.7269
Si 1.3534 6.8427 4.6894
Si 6.845 6.8605 4.8738
Si 4.081 9.6181 4.7148
Si 9.5433 9.5771 4.8831
Si 2.7836 0.0012 6.1884
Si 8.0919 0.0605 6.2334
Si -0.0279 2.8081 6.1906
Si 5.5213 2.7101 6.1582
Si 2.6964 5.5561 6.0997
Si 8.3165 5.4376 6.18
Si 0.0672 8.1366 6.1544
Si 5.397 8.336 6.1479
Si 4.4055 1.1339 7.5338
Si 9.0634 1.8963 7.372
Si 1.081 4.5137 7.453
Si 7.3611 3.6188 7.3483
Si 3.5977 7.3691 7.3247
Si 10.141 6.3366 7.4512
Si 1.8803 9.078 7.3461
Si 6.231 10.1187 7.5019
H 1.5151 9.4136 8.7552
H 3.9506 6.9797 8.7204
H 6.9933 3.9668 8.7515
H 9.4052 1.5606 8.7865
O 3.7152 1.9321 8.8548
O 6.6596 9.3734 8.9069
O 9.5599 6.9425 8.8701
O 1.9097 3.957 8.797
H 8.3343 2.5621 22.8422
H 10.7556 0.1406 22.8099
H 0.1304 5.2106 22.7918
H 2.5686 2.7901 22.8554
O 3.3531 8.4216 22.5828
O 4.5095 4.8854 22.4442
O 6.0039 0.2468 22.6803
O 7.953 8.4359 22.5259
Si 9.5286 -0.1279 16.9951
Si 4.7225 3.9615 21.0887
Si 5.526 -0.0665 17.1513
Si 10.69 2.2774 15.5091
Si 9.1988 2.3476 12.6857
Si 1.4277 7.8598 11.8282
Si 8.726 9.6583 14.3927
Si 8.9378 4.3876 16.8904
Si 8.8976 6.4446 14.6147
Si 1.7772 6.0124 16.4598
Si 6.8468 0.2216 12.6459
Si 2.4975 2.636 19.0688
Si 7.7495 10.7398 19.291
Si 5.1655 2.4583 13.8752
Si 0.2223 4.5366 18.8082
Si 0.62 10.4689 13.4257
Si 3.0109 8.1098 21.035
Si 5.0089 4.6546 11.5888
Si 3.5329 -0.1519 19.5075
Si 4.9166 6.0705 16.846
Si 5.8706 1.0486 21.2954
Si 8.1944 8.0851 20.9772
Si 7.9608 5.2191 12.1553
Si 2.8044 2.1234 15.9862
Si 9.5151 7.3253 10.4328
Si 6.8325 9.0607 10.4757
Si 2.3002 10.0483 15.9721
Si 4.7849 8.5863 15.0867
Si 0.5411 8.524 17.5045
Si 5.5911 6.524 19.822
Si 6.2154 3.1059 16.4057
Si 0.2019 7.0569 20.3162
Si 0.9869 2.4182 12.1023
Si 0.8485 5.3254 13.6501
Si 2.986 3.1321 9.7076
Si 4.4665 7.6521 12.0249
O 10.2769 5.792 14.0459
O 4.8924 3.4592 12.6604
O 4.2169 7.1948 20.4132
O 9.0532 5.998 11.2461
O 3.8795 2.5866 14.864
O 6.5478 10.4809 11.2151
O 1.3463 2.4732 15.3983
O 0.3852 7.8228 18.9191
O 6.9503 7.1771 20.4354
O 9.9458 10.2371 13.4717
O 7.6493 3.4281 17.0753
O 1.0656 10.2404 14.9579
O 0.1133 7.7565 10.838
O 8.0204 1.3008 12.4109
O 1.1953 0.9738 12.889
O 0.9493 3.1346 19.1783
O 5.7155 1.5863 16.9139
O 1.0784 5.1108 17.5796
O 3.0442 0.5288 16.027
O 4.2133 10.5422 18.0608
O 5.5444 2.6249 21.518
O 4.7803 8.4224 13.4488
O 5.3355 4.4903 16.6381
O 8.9677 0.4085 18.4155
O 1.7201 9.6339 17.4299
O 4.4447 6.0358 12.2163
O 3.2285 8.8416 15.4512
O 1.2466 9.2741 12.5682
O 9.5901 4.5493 18.3689
O 2.994 2.7562 17.4903
O 10.5212 1.0585 16.5463
O 6.6899 10.3373 18.1405
O 4.6714 0.3322 20.5227
O 6.4159 2.9487 14.7963
O 10.0788 3.6553 16.0332
O 2.8806 9.4458 20.1292
O 8.5973 5.7773 16.0886
O 4.1434 4.1486 10.2949
O 8.3525 8.4627 10.6973
O 7.1988 0.8882 20.3636
O 7.361 9.9276 13.5705
O 8.9399 8.0717 14.704
O 3.4421 3.4699 20.1436
O 9.8985 2.0204 14.1215
O 1.4154 6.4875 12.6841
O 8.569 3.8124 12.6283
O 5.6785 8.033 11.0005
O 7.7288 6.0711 13.5316
O 10.1298 9.3266 17.2042
O 8.2373 9.4246 20.0814
O 0.2963 5.4611 20.1207
O 0.9034 7.3905 16.3969
O 0.9923 3.8452 12.9542
O 8.5212 10.5486 15.7464
O 2.1229 2.5071 10.9532
O 9.6744 7.397 20.9154
O 5.6078 4.9328 20.1428
O 2.9999 7.9884 11.3449
O 10.3863 2.2758 11.5653
O 1.7496 5.3269 15.0003
O 3.3031 6.1756 16.9519
O 5.3282 7.1578 15.6827
O 5.5183 9.8931 15.8149
O 5.5883 6.6458 18.2074
O 6.5946 4.9442 11.311
O 5.5406 0.9827 13.2752
O 2.4569 1.056 19.4288
O 1.5284 7.4407 21.1621

Results
free energy: -127905.587 eV
free energy less fixed offsets of H -15.71, O -570.45, Si -639.56 eV per atom: -3.787 eV

Forces (eV/angstrom), in the order of the atoms: element, x, y, z
Si 0.0072 -0.0061 -0.0174
Si 0.0191 0.0271 0.0146
Si -0.0099 -0.0061 0.0046
Si -0.0013 0.0101 -0.0262
Si -0.0121 -0.0041 -0.0154
Si -0.0215 -0.0116 0.0265
Si -0.0018 -0.007 -0.0313
Si 0.0292 -0.0349 -0.014
Si 0.0114 -0.0056 -0.0113
Si 0.0002 0.0315 0.0049
Si 0.0107 0.0013 0.0036
Si -0.0075 0.0037 -0.0066
Si 0.0007 0.0027 0.0092
Si 0.0018 0.0162 0.0002
Si -0.0146 0.0001 0.013
Si 0.0043 0.0157 -0.0069
Si -0.0019 0.0119 -0.0041
Si -0.0126 -0.0204 -0.0122
Si 0.0094 0.0078 -0.0162
Si -0.0061 -0.0021 -0.0096
Si 0.0002 0.0058 -0.0155
Si 0.0093 0.0023 0.0007
Si -0.0023 -0.0062 -0.006
Si 0.0132 -0.0116 -0.0232
Si -0.0799 -0.1431 -0.4154
Si 0.0562 -0.1285 0.8533
Si 0.0382 0.2032 0.558
Si 0.0291 0.1527 -0.477
Si 0.1279 0.1391 0.3706
Si -0.1008 -0.0329 -0.7617
Si -0.0087 -0.1243 -0.5564
Si -0.0201 -0.483 0.4253
Si -0.0475 0.0835 0.0333
Si -0.0985 -0.1164 -0.0107
Si -0.0031 0.0791 0.0091
Si 0.0209 -0.0683 0.0061
Si -0.0162 -0.1237 0.0108
Si -0.018 0.0495 0.0052
Si 0.0509 -0.0046 0.0015
Si -0.0465 0.0711 0.0316
Si 0.0279 -0.0751 -0.0213
Si 0.0036 0.043 0.0049
Si 0.0769 -0.0298 -0.0201
Si -0.0414 0.0558 0.0202
Si -0.0335 0.0549 0.0082
Si 0.0418 -0.0623 -0.0174
Si -0.0485 0.0379 0.0265
Si 0.068 -0.0603 -0.0133
Si -0.0397 0.0826 0.0193
Si 0.0416 -0.0463 -0.0165
Si 0.0467 -0.0376 -0.0175
Si -0.0907 0.0319 0.0198
Si 0.0153 -0.0673 -0.0095
Si -0.0563 0.0397 0.0124
Si -0.0599 0.0683 0.012
Si 0.0486 -0.0385 -0.0196
Si 0.0635 -0.034 -0.0173
Si -0.0544 0.0218 -0.0068
Si -0.0323 0.0479 -0.0131
Si 0.0911 -0.0043 -0.0015
Si 0.0237 0.1014 -0.0059
Si 0.0538 -0.0635 -0.0128
Si 0.0375 -0.0938 -0.0302
Si -0.0483 0.033 0.0001
Si -0.1405 -0.0248 0.6791
Si -0.0125 0.0846 -0.6721
Si -0.0128 0.0001 0.5368
Si 0.0211 -0.0444 -0.2551
Si -0.0371 -0.0292 -0.754
Si 0.1556 0.135 0.5559
Si -0.0154 0.2179 -0.5606
Si 0.0086 0.0589 0.5884
Si -0.0034 -0.005 0.0057
Si -0.0135 -0.0046 0.0015
Si -0.001 0.0038 0.01
Si 0.0142 0.0039 0.0019
Si -0.0095 -0.0149 0.0098
Si -0.0068 -0.0039 0.0066
Si -0.0018 0.0131 0.006
Si 0.0097 0.0047 0.0052
Si -0.01 0.0043 -0.0005
Si 0.0055 -0.0103 -0.0026
Si 0.0033 -0.0038 0.0059
Si -0.0076 0.0087 -0.0033
Si 0.0102 -0.0052 -0.004
Si -0.009 0.0068 0.0045
Si -0.0113 0.0111 0.001
Si 0.0115 -0.0172 0.0025
Si -0.0106 0.0255 -0.0138
Si 0.0172 -0.0116 0.0086
Si 0.019 0.0014 -0.0108
Si -0.0202 0.0169 0.0167
Si 0.0011 -0.0141 0.0147
Si -0.0149 0.0161 0.0244
Si -0.0024 0.0134 0.0089
Si 0.0106 -0.0264 0.016
H 0.0024 -0.0036 -0.0271
H -0.0029 0.0046 -0.0167
H 0.006 -0.0049 -0.0158
H -0.0071 0.0054 -0.0238
O -0.0156 0.0209 0.0229
O 0.0099 -0.0098 0.0438
O 0.0106 0.0151 0.0591
O 0.0224 -0.0392 0.0413
H -0.0016 -0.0024 0.0168
H -0.0037 -0.0001 0.0171
H 0.0072 -0.0051 0.0104
H -0.0035 -0.0016 0.0107
O -0.0087 -0.0269 -0.0623
O 0.0247 -0.0174 -0.0715
O -0.017 0.0086 -0.0329
O -0.0236 -0.0127 -0.0657
Si 0.0079 -0.0023 0.0152
Si 0.0019 0.0185 0.0426
Si 0.0115 -0.0271 0.0365
Si 0.0058 0.0027 0.008
Si -0.004 0.0002 -0.0266
Si 0.0074 -0.0037 -0.0216
Si -0.0054 0.0052 -0.0264
Si 0.0223 -0.0165 0.0112
Si -0.0065 -0.0203 -0.0155
Si -0.0156 -0.0131 0.0128
Si 0.0142 -0.0015 -0.024
Si -0.0198 0.0034 0.0132
Si 0.0167 -0.0257 0.0162
Si 0.0148 0.0051 -0.0101
Si 0.0178 0.0126 0.0301
Si 0.0163 -0.0275 0.0122
Si -0.0125 -0.0001 0.0625
Si 0.0043 0.0179 -0.0179
Si 0.0087 0.0184 0.0226
Si -0.0161 0.0273 0.0243
Si -0.0061 0.0024 0.0209
Si 0.0156 0.0017 0.064
Si -0.0106 -0.0007 -0.0249
Si -0.0117 0.0071 -0.0079
Si 0.0066 -0.0058 -0.0713
Si -0.0138 0.0158 -0.0546
Si -0.0132 0.0026 0.0121
Si -0.0179 -0.014 -0.0208
Si 0.0112 -0.0098 0.0234
Si 0.0125 -0.0165 0.0109
Si 0.0351 0.0171 -0.0187
Si -0.0057 -0.0182 0.0314
Si -0.0168 -0.0088 -0.0311
Si 0.0043 0.018 -0.0038
Si 0.0112 0.0111 -0.0615
Si -0.0088 -0.0251 -0.0375
O 0.0031 0.0025 0.0163
O 0.0139 -0.0024 0.0143
O 0.0084 0.0126 -0.0199
O -0.0271 0.0135 0.0391
O 0.0041 -0.0317 0.01
O 0.0207 -0.035 0.0469
O -0.0058 -0.0198 0.0322
O 0.0038 0.0203 -0.0346
O -0.0155 0.0041 -0.0199
O 0.0238 -0.009 0.0486
O -0.018 0.0233 -0.0425
O 0.0167 0.0047 -0.0477
O -0.0262 -0.0192 0.0439
O 0.0054 0.0084 0.0439
O -0.0355 -0.0045 0.017
O 0.0195 0.0496 -0.0468
O 0.0003 -0.0016 -0.0141
O -0.0118 0.005 -0.013
O -0.0372 0.0096 -0.0068
O 0.0072 0.032 0.0094
O -0.0241 -0.0096 -0.0479
O -0.0136 -0.0152 0.0083
O 0.0153 0.0103 -0.0006
O -0.044 -0.0677 -0.0373
O -0.0226 -0.0284 -0.0771
O 0.0229 0.0088 -0.0186
O 0.0253 0.0392 0.0065
O -0.0242 0.0189 0.0457
O 0.0467 -0.0019 -0.0683
O -0.016 -0.0386 -0.0056
O -0.0404 -0.0095 -0.0333
O 0.0084 0.0443 0.0127
O -0.001 0.0123 -0.0373
O -0.0644 -0.0176 0.0329
O -0.0202 -0.0136 0.0099
O 0.0286 -0.0105 -0.0055
O 0.0225 -0.0261 -0.0327
O -0.0177 -0.0207 0.0532
O -0.0197 -0.0074 0.0137
O -0.029 -0.0397 -0.0232
O 0.0382 0.0323 0.0083
O -0.0035 0.0019 -0.0035
O 0.0115 -0.0184 -0.0199
O 0.0073 0.013 -0.0033
O -0.0208 0.0158 0.0072
O 0.0081 -0.0044 0.0091
O 0.0012 0.0166 0.0504
O 0.0531 -0.023 -0.0116
O 0.0173 0.0489 -0.0189
O -0.0319 0.0307 -0.0282
O -0.0081 0.0226 -0.0748
O 0.0187 -0.0105 0.0336
O -0.0108 -0.0052 0.0035
O 0.0534 -0.0236 0.0115
O -0.0272 0.0244 0.0316
O -0.0167 0.0314 -0.0376
O -0.034 0.0257 -0.001
O 0.0093 -0.026 0.0591
O 0.0258 0.0056 0.0885
O -0.0384 0.0306 0.013
O 0.0229 -0.0072 -0.0398
O -0.046 0.0086 0.0282
O -0.0259 -0.0005 0.0192
O -0.0397 -0.0251 -0.0056
O 0.0002 -0.0005 0.0581
O 0.0314 0.0315 0.0156
O 0.0527 0.0081 -0.0273
O 0.0231 0.0316 -0.0643

The program warned: the cutoff lies below the one the program advises for these potential files; the forces do not sum to zero within the program's tolerance; empty levels may hold ghost states of the PAW files; the exchange-correlation potential is rough where the density is thin.
